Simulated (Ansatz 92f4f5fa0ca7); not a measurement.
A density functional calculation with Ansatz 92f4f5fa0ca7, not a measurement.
Periodic cell of 208 atoms, Si128O80, from a study of silicon, its oxide and their interface. The atomic structure is a simulated model.
This geometry differs little from another in the collection (a relaxation step or a small displacement).

Settings: functional r2SCAN; potential files Ansatz PAW; basis plane waves; wave-function cutoff 800 eV; density cutoff ratio 5; exchange-correlation grid ratio 1; k mesh 1 x 1 x 1, shifted by 0.5 0.5 0 of a step; self-consistency stop 1e-10 eV per atom in the density residual; occupations fixed; spin none; net charge 0.

Cell vectors (angstrom)
a, 10.88, 0, 0
b, 0, 10.88, 0
c, 2.8738, 4.684, 29.8952

Atoms: element, x, y, z (angstrom)
Si, 1.2479, -0.9983, -0.0093
Si, 3.8938, 1.6087, 0.0527
Si, 1.5904, 3.7201, 0.0435
Si, 4.2724, -4.2728, 0.1833
Si, -3.8974, -1.7472, 0.1431
Si, -1.0687, 1.1611, -0.001
Si, 6.5407, 4.4711, 0.2171
Si, -1.6633, -3.8984, 0.1298
Si, 2.7603, 0.0578, 1.4162
Si, 5.4295, 2.7752, 1.3818
Si, 2.6929, -5.5153, 1.357
Si, 5.4446, -2.7803, 1.5433
Si, -2.7185, -0.013, 1.2467
Si, 0.0191, 2.6741, 1.4187
Si, 8.1206, 5.5148, 1.5645
Si, 0.0575, -2.6967, 1.2072
Si, 1.3683, 1.3476, 2.8139
Si, 4.0574, 4.0713, 2.7906
Si, 1.3398, -4.0826, 2.6412
Si, 4.0818, -1.337, 2.7586
Si, 6.8153, 1.3513, 2.6507
Si, 9.5329, 4.0712, 2.7393
Si, 6.7706, 6.7963, 2.9493
Si, -1.3299, -1.3598, 2.6521
Si, -0.0109, -0.0394, 4.0939
Si, 2.715, 2.7201, 4.1473
Si, 0.0088, -5.4214, 4.0635
Si, 2.6976, -2.7359, 4.0499
Si, 5.4617, 0.0272, 4.0732
Si, 8.1586, 2.6947, 4.0612
Si, 5.4013, 5.3999, 4.193
Si, 8.2013, -2.6712, 4.1197
Si, 1.331, -1.3639, 10.865
Si, 4.0894, 1.3909, 10.833
Si, 1.371, 4.0593, 10.9061
Si, 4.122, -4.0695, 10.8186
Si, 6.7891, -1.3652, 10.9168
Si, -1.3631, 1.3413, 10.8731
Si, 6.8082, 4.0972, 10.9022
Si, -1.3726, -4.1072, 10.798
Si, 2.6897, 0.0648, 12.1442
Si, 5.4708, 2.6888, 12.2392
Si, 2.8143, 5.4477, 12.1722
Si, 5.4179, -2.7457, 12.2577
Si, -2.7165, 0.0016, 12.2662
Si, -0.0273, 2.6876, 12.2501
Si, 8.1629, 5.506, 12.2285
Si, -0.0354, -2.7974, 12.1704
Si, 1.3177, 1.294, 13.6079
Si, 4.1255, 4.0651, 13.5691
Si, 1.4382, -4.0811, 13.4888
Si, 4.0442, -1.2617, 13.4745
Si, -4.0331, 1.3938, 13.6817
Si, -1.382, 4.1197, 13.5614
Si, 6.7884, -4.0911, 13.6688
Si, -1.4433, -1.5126, 13.5479
Si, 0.103, -0.3686, 14.794
Si, 2.5295, 2.9033, 14.8161
Si, 0.3306, -5.7076, 14.7359
Si, 2.4822, -2.3879, 14.7683
Si, 5.5772, -0.1735, 14.8912
Si, -2.8647, 3.0104, 15.0007
Si, 5.7067, 5.1547, 14.9561
Si, -3.0756, -2.4553, 15.0467
Si, 0.6136, 1.4766, -6.9076
Si, -1.2131, 1.2965, 17.0893
Si, -1.7477, -5.387, -4.3403
Si, 4.2469, 4.4912, 20.6459
Si, -2.4438, 1.4996, -2.6559
Si, 7.6692, 0.0956, 19.2498
Si, 3.7436, 1.1707, 17.0771
Si, 1.9932, -1.1971, -3.0574
Si, -0.5579, -0.2065, -4.5641
Si, 3.8538, -4.1226, 16.9253
Si, 7.1237, 4.1959, -2.733
Si, 4.5734, -3.2315, -5.9443
Si, -0.7325, -3.0243, -6.0501
Si, 0.9653, -3.7974, 21.4825
Si, 7.4624, 3.8613, -6.3394
Si, 5.4937, -3.802, 19.4584
Si, 4.3655, 5.0796, -3.9849
Si, 5.0285, 1.6316, 19.9068
Si, 4.7003, 2.7464, -5.738
Si, 6.3331, -4.5454, -8.0434
Si, 0.9951, -4.9436, 17.4075
Si, 7.9645, -2.6533, 18.1563
Si, 2.6329, -3.9328, -2.3823
Si, 1.9064, -4.2491, -7.2316
Si, 1.2195, 0.4543, 18.3353
Si, 2.6761, 3.5721, -7.5918
Si, 0.8444, 1.6341, 20.9319
Si, 4.4051, -0.2605, -4.6281
Si, 1.1929, 4.4736, 19.9029
Si, 0.0616, -5.3912, -1.9611
Si, 0.0996, -2.408, 18.9722
Si, 5.8008, 0.0665, -1.9293
Si, 1.3528, -1.3924, 5.445
Si, 4.0973, 1.3566, 5.4616
Si, 1.3532, -6.7743, 5.4553
Si, 4.0446, -4.0665, 5.4612
Si, 6.8126, -1.3234, 5.4523
Si, 9.5155, 1.3446, 5.4314
Si, 6.8081, 4.0352, 5.4716
Si, -1.3427, -4.0783, 5.4459
Si, 2.723, -0.0163, 6.7887
Si, 5.4456, 2.6992, 6.8375
Si, 2.7061, -5.4232, 6.8192
Si, 5.4369, -2.7084, 6.786
Si, 8.1558, 0.0235, 6.8197
Si, -0.0062, 2.7141, 6.7826
Si, -2.7036, -5.4498, 6.7929
Si, 0.003, -2.7364, 6.8225
Si, 1.3653, 1.359, 8.1396
Si, 4.0839, 4.0974, 8.1493
Si, 1.3526, -4.0915, 8.1855
Si, 4.0762, -1.3636, 8.1559
Si, 6.7994, 1.3536, 8.201
Si, -1.3587, 4.0541, 8.154
Si, 6.8098, -4.0745, 8.1291
Si, 9.5124, -1.356, 8.1487
Si, -0.0054, 0.0002, 9.4964
Si, 2.721, 2.7391, 9.4937
Si, 0.0068, -5.486, 9.5137
Si, 2.7139, -2.717, 9.5162
Si, 5.4332, -0.0225, 9.531
Si, 8.1594, 2.7247, 9.5426
Si, 5.4715, 5.4388, 9.4916
Si, 8.1445, -2.7028, 9.5051
O, 1.2496, -1.4374, 15.3132
O, 2.0434, -1.17, -1.4377
O, 3.4051, -2.8629, 16.0272
O, 0.0302, 0.016, -0.3721
O, 4.6129, -1.6787, -5.4201
O, 2.7336, 2.653, -0.4769
O, 8.1094, -2.809, -0.422
O, 6.6657, -1.3111, 15.3305
O, 0.3893, -0.9178, 18.4601
O, 7.8732, 2.8646, -3.3392
O, 3.2041, -3.4207, -6.7679
O, 4.908, 0.3881, 16.2803
O, -1.8074, 0.463, -3.7498
O, 6.4952, 1.1553, 19.478
O, -1.4936, -2.6888, 18.9371
O, 3.6178, -3.5767, -1.1492
O, 4.7523, -4.4669, -4.8691
O, 6.9672, -3.7646, 18.7854
O, 5.0526, -4.9903, 16.2664
O, -1.3981, 1.8341, -1.4625
O, 2.5264, -2.6977, -3.4338
O, -0.4155, 5.1243, -3.4736
O, 4.2074, 1.6776, 18.5268
O, 1.3456, 3.9636, 15.1869
O, 7.1927, 0.8541, -1.8637
O, -0.885, 0.1238, 16.0131
O, 2.4713, 0.2062, 17.3485
O, -2.1415, 4.4228, -5.5005
O, -1.2015, -4.8552, -1.1126
O, -0.8654, -1.4925, -5.5171
O, 5.5275, -0.2471, -3.4763
O, 6.8384, 4.0675, 15.4917
O, -2.6467, -2.9085, 16.5703
O, 2.9642, -0.2055, -3.8841
O, -0.5245, 0.8221, 20.9779
O, 7.2665, 3.9644, -1.1472
O, 0.251, 1.6286, 17.726
O, 0.7812, 4.2108, -1.2924
O, 6.0346, -1.3052, -1.1173
O, 0.8522, -3.4776, 18.0472
O, 5.3493, -2.7557, 20.6964
O, 2.566, -5.0935, 17.0297
O, 1.117, -4.1681, -1.8882
O, 5.7767, -3.4349, -7.0097
O, 6.8877, 5.066, -7.2353
O, 0.7342, -2.5693, 20.4559
O, 3.2542, 2.4373, 16.2037
O, 1.8441, 2.4869, -6.7166
O, -0.043, -5.0162, 16.1718
O, 3.8465, 3.7542, -4.7758
O, -1.5644, -3.9322, -5.0064
O, 4.361, -3.5116, 18.3353
O, 7.8942, -5.3802, -3.3048
O, 0.0198, 0.9943, -5.4908
O, 4.6039, 0.9358, -1.2679
O, 4.4424, 0.6919, 21.0942
O, 1.0852, 0.1358, -7.6894
O, 5.5795, 4.5062, -3.0811
O, 3.1386, -5.3019, -3.0635
O, 8.1391, -0.3503, 20.74
O, 4.22, 3.1749, -7.2373
O, 0.4982, -0.7882, -3.4885
O, 0.7332, -3.7057, -6.2401
O, 5.0454, 3.1124, 20.5286
O, 0.647, 4.7291, 18.4121
O, 7.2265, -1.232, 18.4394
O, 5.4284, -5.3235, -0.305
O, -2.0117, 2.4782, 16.3115
O, -2.1024, 0.8129, 18.3339
O, 0.5458, 3.1465, 20.5022
O, 7.9611, 2.6048, -7.196
O, 6.2337, 3.2249, -5.5044
O, -0.4067, 2.3296, -7.837
O, 1.7507, 0.9307, 19.7904
O, 0.6284, -5.2016, 20.8024
O, -1.3546, -3.0692, -7.5234
O, 2.8147, 4.425, 19.8888
O, 4.5357, 1.1373, -5.4798
O, 5.2257, -5.2824, 20.0214
O, 2.2107, 5.0433, -7.0964

Results
free energy: -127504.159 eV
free energy less fixed offsets of O -570.45, Si -639.56 eV per atom: -4.479 eV

Forces (eV/angstrom), in the order of the atoms: element, x, y, z
Si, 0.007, 0.0008, -0.0373
Si, 0.0044, -0.0047, -0.0367
Si, -0.0037, -0.0001, -0.0335
Si, -0.0049, 0.0048, -0.0337
Si, -0.0059, -0.0004, -0.0317
Si, 0.0021, 0.0025, -0.031
Si, 0.0039, -0.0032, -0.0361
Si, 0.0015, -0.0083, -0.0308
Si, 0.0011, 0, 0.0067
Si, -0.0007, -0.0006, 0.0022
Si, 0.0011, -0.0005, -0.0012
Si, 0.0003, 0.0007, -0.0022
Si, 0.002, -0.0029, 0.0032
Si, 0.0006, -0.0005, 0.005
Si, 0.0008, -0.001, -0.0008
Si, -0.0015, -0.0005, 0.0023
Si, -0.001, -0.0014, 0.0054
Si, -0.0004, -0.0007, -0.001
Si, 0.0001, 0.0005, 0.0014
Si, 0, 0.0001, -0.0035
Si, 0.0008, -0.0027, -0.001
Si, 0.0014, -0.0011, 0.0012
Si, 0.0005, -0.0007, -0.0026
Si, 0.0002, 0.0017, 0.0011
Si, -0.0028, -0.0017, 0.0001
Si, 0.0016, -0.0011, 0.001
Si, 0.0014, 0, -0.0019
Si, -0.0006, -0.002, -0.0001
Si, 0.0002, -0.0002, -0.0021
Si, 0, -0.0015, -0.0029
Si, -0.0025, -0.0011, 0.0021
Si, 0, 0.0024, 0.0048
Si, 0.001, -0.0003, 0.0031
Si, 0.001, 0, -0.0021
Si, 0.0011, 0.0004, -0.0008
Si, 0.001, -0.0009, -0.0033
Si, 0.0002, -0.0007, -0.0019
Si, -0.0005, 0.0001, 0.0023
Si, -0.0005, -0.0011, -0.0001
Si, -0.0007, -0.0004, 0.0015
Si, -0.001, -0.0003, -0.0033
Si, 0.003, -0.0008, -0.0028
Si, 0.0025, -0.0001, 0.0042
Si, -0.0002, -0.0009, 0.0037
Si, 0.0011, 0.002, 0.0061
Si, 0.0004, -0.0032, 0.0001
Si, -0.0002, 0.0004, -0.0029
Si, -0.0005, -0.0015, 0.0023
Si, -0.0011, -0.0007, -0.0019
Si, 0.0001, 0.0007, 0.0015
Si, -0.0009, 0, 0.0025
Si, 0.0008, -0.0021, 0.0041
Si, 0.0011, 0.0017, 0.0042
Si, 0.0007, -0.0008, 0
Si, 0.0005, -0.0013, 0.0004
Si, -0.0004, -0.0013, -0.0027
Si, -0.0058, 0.0029, 0.0372
Si, 0.0009, 0.0002, 0.0351
Si, 0.0032, 0.0001, 0.0342
Si, 0.0019, -0.0017, 0.0308
Si, -0.0031, -0.0002, 0.0382
Si, 0.0045, -0.0022, 0.0331
Si, -0.003, 0.0015, 0.0305
Si, 0.0008, -0.0022, 0.0428
Si, 0.0027, 0.0054, -0.0124
Si, 0.0061, -0.0059, 0.0613
Si, -0.0055, 0.0043, -0.0427
Si, -0.0038, 0.0014, 0.0148
Si, -0.0048, -0.0021, -0.0605
Si, -0.0089, 0.0008, 0.037
Si, -0.007, -0.0052, 0.0591
Si, -0.003, 0.0068, -0.063
Si, 0.005, -0.0006, -0.0375
Si, -0.0068, -0.0024, 0.0619
Si, -0.0059, 0.0104, -0.0647
Si, 0.002, 0, -0.0222
Si, 0.0044, -0.0008, -0.016
Si, 0.0026, -0.0011, 0.0113
Si, -0.0024, -0.0046, -0.0162
Si, 0.0032, -0.0071, 0.047
Si, 0.0041, -0.0011, -0.0418
Si, 0.0081, 0.0023, 0.0371
Si, -0.0003, 0.0008, -0.0187
Si, 0.0043, 0.0009, 0.0119
Si, -0.0001, 0.0017, 0.0694
Si, -0.0049, 0.0048, 0.066
Si, -0.0017, -0.0055, -0.0598
Si, 0.0026, -0.0031, 0.0048
Si, -0.0039, -0.0027, 0.0491
Si, -0.0011, -0.0023, 0.0123
Si, -0.0056, 0.005, 0.0186
Si, 0.0011, -0.0008, -0.0408
Si, 0.0026, 0.001, 0.0326
Si, 0.0023, 0.0052, -0.0524
Si, -0.0005, 0.0005, 0.038
Si, 0.0077, 0.0028, -0.0565
Si, 0.0004, -0.001, -0.0001
Si, 0.0014, 0.0004, -0.0025
Si, 0.0001, -0.0002, -0.0003
Si, -0.0001, -0.0001, -0.0009
Si, -0.0001, 0, 0
Si, -0.0004, 0.0002, 0.0036
Si, 0.0001, -0.002, -0.0022
Si, 0.0016, 0, 0.0004
Si, 0, -0.0003, -0.0014
Si, -0.0004, -0.0013, 0.0016
Si, 0.0001, 0.0004, -0.0005
Si, 0.0005, -0.0012, -0.0011
Si, 0.0009, -0.0001, 0.0007
Si, 0.0007, -0.0016, -0.0016
Si, -0.0008, 0, -0.0004
Si, 0.0001, -0.0007, 0.0005
Si, 0.0005, -0.0005, 0.0006
Si, 0.0001, -0.0013, 0.0007
Si, -0.0007, -0.0011, 0.001
Si, -0.0002, -0.0012, 0.0008
Si, -0.001, -0.0005, 0.0006
Si, -0.0001, 0.0006, 0.001
Si, 0.0001, -0.0006, 0.0012
Si, 0.0001, -0.0014, 0.0007
Si, 0.0003, -0.0008, 0.0011
Si, 0, -0.0002, 0.0023
Si, -0.0003, -0.001, -0.0013
Si, 0.0002, 0.0007, -0.0021
Si, 0.001, -0.0015, -0.0008
Si, -0.0001, 0.0001, 0.0001
Si, 0, -0.0006, 0.0017
Si, -0.0004, -0.0005, -0.0002
O, 0.0041, -0.0013, -0.0128
O, -0.0075, 0.0029, 0.0504
O, -0.0097, 0.0127, -0.0354
O, -0.0017, 0.0006, 0.0112
O, -0.0035, 0.0089, 0.0095
O, -0.0007, 0.0011, 0.0094
O, -0.0016, 0.002, 0.0203
O, -0.0017, 0.0015, -0.0149
O, 0.0022, 0.0064, -0.016
O, 0.0009, -0.0052, 0.0225
O, -0.0007, -0.0017, 0.0043
O, 0.0135, -0.0094, -0.0376
O, -0.0109, 0.0122, 0.0254
O, 0, -0.0043, -0.012
O, -0.006, -0.0012, -0.0168
O, 0.0148, -0.004, 0.0485
O, -0.0014, -0.0085, 0.0169
O, 0.0066, 0.0043, -0.0166
O, 0.0157, -0.0133, -0.0309
O, 0.0112, -0.0045, 0.0429
O, -0.0022, -0.0033, 0.0234
O, 0.0109, -0.0011, 0.0277
O, -0.0061, -0.007, -0.0394
O, -0.0012, -0.0023, -0.0207
O, -0.0068, -0.006, 0.0193
O, 0.0129, -0.0141, -0.0411
O, 0.0129, 0.0032, -0.0235
O, 0.0019, 0.0027, 0.0171
O, -0.01, 0.0129, 0.0326
O, 0.0013, 0.0056, 0.0102
O, 0.0124, -0.0007, 0.0412
O, 0.0008, 0.0003, -0.0156
O, 0.0002, 0.0017, -0.0545
O, -0.0067, -0.0044, 0.0242
O, 0.0034, 0.0018, -0.0065
O, -0.0045, 0.0005, 0.0513
O, -0.0106, 0.0021, -0.0241
O, 0.0146, -0.0124, 0.0336
O, 0.0105, -0.0149, 0.026
O, 0.0055, -0.0121, -0.0246
O, -0.0009, -0.0035, -0.0155
O, 0.0074, 0.0056, -0.0242
O, -0.0064, -0.0045, 0.0251
O, -0.0002, -0.0008, 0.0028
O, 0.0021, 0.0006, 0.0056
O, -0.0031, 0.004, -0.0166
O, -0.0072, 0.0128, -0.036
O, 0.0004, -0.002, 0.0047
O, -0.0063, -0.0055, -0.0496
O, -0.0014, 0.0086, 0.0134
O, -0.0032, -0.008, 0.0138
O, -0.0097, -0.0045, -0.0349
O, -0.0036, -0.0059, 0.0191
O, -0.0046, -0.0069, 0.0172
O, -0.0166, 0.0129, 0.0371
O, 0.0027, 0.0017, -0.0096
O, -0.0013, -0.0001, -0.0073
O, 0.0102, -0.0039, 0.0204
O, -0.0119, 0.0104, 0.024
O, -0.003, 0.0011, -0.0152
O, 0, -0.0007, 0.0044
O, 0.0124, -0.0043, 0.0267
O, -0.0039, 0.001, 0.0055
O, -0.0004, -0.0078, -0.0079
O, -0.0014, 0.0107, -0.0315
O, 0.0037, -0.0047, -0.0151
O, -0.0021, 0.0008, 0.0184
O, -0.0157, 0.0142, -0.0371
O, 0.0121, 0.0089, -0.0277
O, 0.0038, 0.003, -0.0118
O, -0.0011, 0.0057, 0.005
O, 0.0009, 0.0005, 0.0084
O, -0.0028, 0.0006, 0.002
O, 0.0018, -0.0061, -0.0234
O, 0.0028, -0.0029, -0.0119
O, 0.0029, -0.0013, -0.0002
O, -0.0033, 0.0028, -0.0039
O, 0.0006, -0.0067, 0.0172
O, -0.0004, 0.0077, -0.0127
O, -0.0015, -0.0005, 0.0033

The program warned: the cutoff lies below the one the program advises for these potential files; the forces do not sum to zero within the program's tolerance; empty levels may hold ghost states of the PAW files; the exchange-correlation potential is rough where the density is thin.
